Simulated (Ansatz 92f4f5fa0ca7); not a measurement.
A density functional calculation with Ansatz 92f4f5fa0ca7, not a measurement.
Periodic cell of 215 atoms, Si133O82, from a study of silicon, its oxide and their interface. The atomic structure is a simulated model.
Doubt: the cutoff is far below the 930 eV that the study's wrapper takes by default for these files, so forces and energies are approximate.
This geometry differs little from another in the collection (a relaxation step or a small displacement).

Settings: functional PBE; potential files Ansatz PAW; basis plane waves; wave-function cutoff 580 eV; density cutoff ratio 5; exchange-correlation grid ratio 1; k mesh 1 x 1 x 1, Gamma-centred; self-consistency stop 5e-08 eV per atom in the density residual; occupations fixed; spin none; net charge 0.

Cell vectors (angstrom)
a, 10.938, 0, 0
b, 0, 10.938, 0
c, 0, 0, 31.3891

Atoms and the computed forces on them: element, x, y, z (angstrom), force x, y, z (eV/angstrom)
Si, 0.5644, -0.4722, 24.0035, 0.0443, 0.0021, 0.0172
Si, 5.1299, 0.5191, 24.0473, 0.0183, 0.0159, -0.0142
Si, 3.1847, 2.0723, 24.0047, -0.0017, -0.0382, 0.0059
Si, 7.9225, 3.2586, 23.989, -0.0089, 0.032, 0.01
Si, -0.4549, 5.7917, 24.1002, -0.0205, -0.0102, -0.0044
Si, 5.9714, 4.7905, 23.8936, 0.0041, -0.0241, 0.024
Si, 2.1256, 8.5515, 23.9995, -0.0214, 0.0021, 0.0247
Si, 8.6898, 7.5654, 23.8212, 0.0192, -0.0042, 0.015
Si, 1.4492, 1.2343, 25.3732, -0.0069, 0.0036, -0.023
Si, 6.895, 1.4631, 25.2641, -0.0333, -0.0118, -0.0139
Si, 4.1222, 3.9786, 25.1438, 0.0138, 0.0013, -0.0068
Si, 9.5158, 4.1515, 25.4527, 0.0021, 0.007, -0.019
Si, 1.2865, 6.8312, 25.3365, 0.0004, 0.0243, -0.0142
Si, 6.8564, 6.7097, 25.0988, 0.0079, -0.004, -0.0208
Si, 4.0981, 9.5307, 25.0639, -0.0024, 0.0181, -0.0128
Si, 9.5835, 9.4751, 25.0482, -0.0166, -0.0235, -0.0094
Si, 2.8323, -0.1085, 26.6586, 0.0009, -0.0016, 0.0264
Si, 8.2395, -0.0404, 26.5107, 0.0141, 0.0122, 0.0051
Si, 0.0309, 2.7, 26.612, 0.0015, -0.0046, 0.0058
Si, 5.4797, 2.7433, 26.6503, 0.015, 0.013, 0.0063
Si, 2.766, 5.427, 26.5428, 0.0018, -0.0028, 0.0109
Si, 8.1388, 5.5142, 26.6977, -0.0032, -0.0114, 0.0245
Si, -0.0551, 8.2307, 26.6407, 0.0067, -0.0024, 0.0148
Si, 5.4879, 8.1642, 26.4739, -0.0075, -0.0042, 0.0051
Si, 4.1018, 1.3673, 27.9709, 0.3048, -0.2386, 0.3137
Si, 9.5708, 1.3673, 27.9709, 0.0169, -0.3732, -0.3255
Si, 1.3673, 4.1018, 27.9709, 0.2315, -0.04, -0.2237
Si, 6.8362, 4.1018, 27.9709, -0.3673, 0.1382, 0.7067
Si, 4.1018, 6.8362, 27.9709, 0.1631, -0.0658, -0.6473
Si, 9.5708, 6.8362, 27.9709, -0.28, 0.3141, 0.5513
Si, 1.3673, 9.5708, 27.9709, -0.0046, -0.2023, 0.3273
Si, 6.8362, 9.5708, 27.9709, 0.0045, -0.158, -0.7836
Si, 0, 0, 29.3381, 0.0665, 0.0408, 0.0144
Si, 5.469, 0, 29.3381, -0.0468, 0.1312, 0.0174
Si, 2.7345, 2.7345, 29.3381, -0.0362, -0.0259, 0.0129
Si, 8.2035, 2.7345, 29.3381, -0.1034, 0.0069, -0.0358
Si, 0, 5.469, 29.3381, -0.0233, 0.0681, -0.0323
Si, 5.469, 5.469, 29.3381, 0.0502, -0.0733, 0.073
Si, 2.7345, 8.2035, 29.3381, -0.185, -0.0379, -0.0168
Si, 8.2035, 8.2035, 29.3381, 0.0689, -0.0931, 0.0727
Si, 1.3673, 1.3673, 30.7054, -0.0269, -0.0117, 0.0024
Si, 6.8362, 1.3673, 30.7054, 0.0684, -0.0609, -0.0034
Si, 4.1018, 4.1018, 30.7054, 0.006, 0.0514, 0.0051
Si, 9.5708, 4.1018, 30.7054, 0.0467, -0.0455, -0.0431
Si, 1.3673, 6.8362, 30.7054, 0.1043, -0.0289, -0.0158
Si, 6.8362, 6.8362, 30.7054, -0.0704, 0.0607, 0.0133
Si, 4.1018, 9.5708, 30.7054, 0.0391, -0.0598, -0.0318
Si, 9.5708, 9.5708, 30.7054, -0.0242, 0.0438, -0.0017
Si, 2.7345, 0, 0.6835, 0.0264, 0.0005, 0.0022
Si, 8.2035, 0, 0.6835, 0.0065, 0.0385, 0.0309
Si, 0, 2.7345, 0.6835, -0.0086, 0.059, 0.0275
Si, 5.469, 2.7345, 0.6835, -0.0033, -0.0381, -0.0045
Si, 2.7345, 5.469, 0.6835, -0.1362, 0.0175, 0.0366
Si, 8.2035, 5.469, 0.6835, 0.0186, -0.0011, -0.0015
Si, 0, 8.2035, 0.6835, -0.0052, -0.0574, -0.0057
Si, 5.469, 8.2035, 0.6835, -0.0416, 0.0417, 0.0291
Si, 4.1018, 1.3673, 2.0507, -0.001, 0.0705, 0.0009
Si, 9.5708, 1.3673, 2.0507, 0.0575, -0.0541, -0.0238
Si, 1.3673, 4.1018, 2.0507, 0.0307, -0.0785, -0.0319
Si, 6.8362, 4.1018, 2.0507, -0.0164, 0.0332, 0.0169
Si, 4.1018, 6.8362, 2.0507, 0.0527, -0.0306, -0.0419
Si, 9.5708, 6.8362, 2.0507, 0.0399, 0.0611, -0.0027
Si, 1.3673, 9.5708, 2.0507, 0.0218, 0.0639, 0.0298
Si, 6.8362, 9.5708, 2.0507, 0.031, -0.0462, -0.0339
Si, 0, 0, 3.418, -0.0876, 0.2433, -0.2567
Si, 5.469, 0, 3.418, 0.288, 0.2118, 0.4428
Si, 2.7345, 2.7345, 3.418, -0.0224, 0.129, -0.6951
Si, 8.2035, 2.7345, 3.418, -0.0636, -0.0916, 0.71
Si, 0, 5.469, 3.418, -0.2491, -0.1419, 0.2781
Si, 5.469, 5.469, 3.418, -0.0975, 0.1141, -0.3121
Si, 2.7345, 8.2035, 3.418, 0.2593, 0.097, 0.4413
Si, 8.2035, 8.2035, 3.418, -0.0786, 0.0515, -0.4871
Si, 1.3605, 1.4188, 4.7316, 0.0157, 0.0044, -0.0229
Si, 6.8272, 1.3821, 4.9168, -0.0025, -0.0065, -0.0046
Si, 4.084, 4.103, 4.73, 0.0007, -0.0172, -0.0176
Si, 9.5231, 4.1304, 4.8667, -0.0037, 0.0014, -0.0052
Si, 1.3634, 6.8254, 4.784, 0.0039, -0.0045, -0.0091
Si, 6.8325, 6.8523, 4.7408, 0.0015, -0.009, -0.0161
Si, 4.1607, 9.5879, 4.842, 0.0015, 0.0053, -0.0075
Si, 9.5172, 9.6192, 4.7331, 0.001, -0.0167, -0.0388
Si, 2.7822, 0.1213, 6.0947, -0.0296, -0.0073, 0.0343
Si, 8.2855, -0.0006, 6.3044, -0.0007, 0.0149, 0.0166
Si, 0.0788, 2.8119, 6.186, 0, 0.0025, 0.0042
Si, 5.3704, 2.8188, 6.2317, -0.0059, 0.0262, 0.0306
Si, 2.7688, 5.4771, 6.1187, -0.0097, 0.0015, 0.0017
Si, 8.0563, 5.4892, 6.2177, 0.0002, 0.0215, 0.0227
Si, -0.0641, 8.2135, 6.0191, -0.0109, 0.0126, 0.0281
Si, 5.644, 8.2747, 6.2008, 0.0051, -0.0015, 0.007
Si, 3.4972, 1.966, 7.4448, -0.0122, 0.0116, -0.0352
Si, 10.2764, 0.8966, 7.308, -0.0023, -0.0197, -0.004
Si, 1.8507, 3.7527, 7.4743, 0.0303, -0.0184, -0.0032
Si, 6.135, 4.6884, 7.4935, -0.0112, 0.0018, -0.0366
Si, 4.4573, 6.5984, 7.2968, 0.0216, -0.0106, 0.0091
Si, 9.1651, 7.2536, 7.3175, -0.0359, 0.0012, -0.0432
Si, 0.9455, 10.0381, 7.0643, 0.0132, 0.0184, -0.0397
Si, 7.4971, 9.0718, 7.5991, 0.0188, -0.0212, -0.0121
O, 6.2694, 4.0984, 9.0535, 0.0064, -0.0058, 0.0384
O, 7.2825, 9.4071, 9.2486, 0.003, 0.0137, 0.0161
O, 8.5718, 15.6187, 10.0675, -0.005, 0.0069, -0.001
O, 1.2144, 9.8234, 8.7028, 0.0067, -0.007, 0.0142
O, 3.5742, 1.6936, 9.0829, 0.01, -0.0098, 0.0431
O, 1.5547, 4.1034, 9.0855, -0.0044, 0.0118, 0.0231
O, 10.5562, 1.0077, 8.9903, 0.0007, 0.0042, 0.0125
O, 3.6608, 7.4683, 8.4968, -0.0075, 0.0064, 0.0119
O, 8.2213, 7.8463, 22.2302, -0.0223, 0.0002, -0.0275
O, 8.7803, 3.1509, 22.5282, 0.0069, -0.0055, -0.0118
O, 5.4231, 4.8236, 22.3141, 0.0018, 0.0071, -0.0355
O, 2.512, 2.1339, 22.4662, 0.0007, -0.0001, -0.0067
O, 11.4257, 11.1781, 22.4846, -0.0043, -0.0015, -0.0127
O, 0.0157, 4.8319, 22.7992, -0.0122, -0.0026, -0.015
O, 2.0193, 7.6638, 22.5687, -0.0125, 0.0025, -0.0324
O, 6.0131, 0.4006, 22.6251, -0.0213, -0.0114, -0.037
Si, 15.1197, 12.3775, 10.5615, -0.0079, 0.0021, -0.023
Si, 1.3146, 1.9562, 14.5861, -0.0001, -0.0004, -0.0042
Si, 3.4718, 7.4548, 10.1114, -0.008, -0.0051, -0.0138
Si, 1.6356, 6.3081, 18.4845, 0.0007, 0.0039, -0.0022
Si, -1.696, 17.0688, 14.6655, 0.0008, -0.0022, -0.0049
Si, 1.1135, 7.123, 15.6338, -0.0006, 0.0013, -0.0099
Si, 7.1781, 12.1201, 14.3906, -0.0012, -0.0017, -0.0027
Si, 10.1249, 3.8048, 21.8153, 0.0108, 0.0066, 0.0153
Si, 5.5538, 6.6667, 11.9783, 0.0047, -0.0034, -0.0043
Si, 1.609, 2.2747, 17.5636, 0.0057, -0.0014, -0.0061
Si, 7.0449, 4.2684, 10.4819, -0.003, 0.0019, -0.0261
Si, 12.7534, 9.8858, 14.6703, 0, -0.0008, -0.0065
Si, -1.1188, 5.1095, 19.0094, -0.0099, 0.0026, 0.0121
Si, 3.1086, 14.2847, 12.6877, 0.0005, 0.0017, -0.0015
Si, 2.6587, 7.6509, 21.0732, 0.0135, 0.0177, 0.0109
Si, 2.3419, 10.0317, 11.5898, 0.0034, -0.0054, -0.0079
Si, 7.2551, 11.6896, 18.5665, -0.0027, -0.0036, 0.0038
Si, 5.9561, -0.19, 21.1171, -0.0057, -0.0081, 0.0615
Si, 8.282, 7.7464, 12.3466, 0.0009, -0.0011, -0.0071
Si, 11.0988, -0.3796, 9.7148, -0.0055, 0.0044, -0.0118
Si, 5.4088, 13.1643, 16.8152, -0.0015, -0.002, -0.0078
Si, -1.4094, 3.0632, 14.4959, -0.0046, 0.0031, -0.0037
Si, 7.1768, 7.9514, 20.9736, -0.0039, 0.0084, 0.0252
Si, -5.7883, 5.5972, 20.9083, 0.0006, -0.0003, 0.0198
Si, 3.1916, 10.857, 17.0903, 0.0017, -0.0037, -0.0028
Si, 9.5931, 5.9409, 10.1209, 0.0068, -0.0076, -0.0171
Si, -1.3816, 2.5439, 17.6835, -0.0059, 0.0076, -0.0139
Si, 12.2134, 12.3562, 21.6457, 0.0003, 0.0048, 0.0145
Si, 3.8671, 4.1989, 18.398, 0.001, -0.0015, -0.0009
Si, -4.5133, 6.9419, 16.0041, 0, -0.0011, -0.0079
Si, 6.9222, 12.2921, 11.4361, 0.0023, 0.0055, -0.004
Si, 8.0901, 7.6233, 18.1812, 0.0002, -0.002, -0.0028
Si, 8.3176, 9.9328, 10.4254, -0.0037, -0.008, -0.0185
Si, 3.1821, 10.5684, 20.0144, 0.0041, -0.0047, 0.0214
Si, 1.565, 4.9208, 10.5055, -0.0096, 0.0003, -0.0257
Si, 7.3364, 9.6456, 16.3224, -0.0022, -0.0028, -0.0101
Si, 3.8787, 5.8808, 14.3769, -0.0007, -0.0007, -0.0062
O, 8.1948, 0.5814, 10.7749, -0.0004, 0.002, 0.0012
O, 4.2853, 22.9321, 16.7015, -0.0007, 0.0004, 0.0076
O, 5.7315, 1.0198, 10.3803, -0.0002, 0.001, 0.0011
O, 8.9605, 14.873, 18.2718, 0.0142, -0.0057, 0.0011
O, 1.6567, 7.1511, 19.8854, 0.0005, -0.0032, -0.0082
O, 3.9273, 6.6497, 21.0729, -0.0112, -0.0045, 0.0101
O, -4.164, 7.3482, 12.7959, 0.0012, 0.0026, -0.0018
O, 3.4679, 11.1305, 11.2792, -0.0017, -0.0044, -0.0028
O, 7.8204, 6.2764, 15.4515, -0.0018, 0.0004, 0.0049
O, 11.8063, 8.599, 14.9864, 0.0003, -0.001, 0.002
O, 13.6502, 6.0673, 10.4799, 0.0019, 0.0028, -0.0006
O, 0.1426, 2.4399, 18.2146, -0.0098, 0.0021, 0.0013
O, 0.4719, 5.1699, 18.6148, -0.0014, -0.0001, 0.0042
O, 6.3026, 19.4945, 15.645, -0.0008, 0, 0.0029
O, -2.3964, 8.7174, 17.0041, 0.0015, 0.0029, 0.0022
O, 4.2962, 17.6062, 13.013, -0.0021, -0.0007, 0.0026
O, 2.7207, 3.0145, 18.5236, -0.0001, 0.0016, -0.0007
O, 1.8022, 11.6049, 17.47, 0.0019, -0.0018, 0.0038
O, 4.7921, 4.4874, 19.7364, -0.004, -0.001, -0.0091
O, 13.96, 9.8869, 15.7929, -0.0024, -0.0005, 0.0013
O, 1.3562, 7.3134, 17.2367, -0.0011, -0.001, -0.0003
O, 6.4567, 11.7994, 12.9498, -0.0006, -0.0007, 0.0036
O, -2.1466, 7.0313, 10.9971, -0.0044, -0.0008, 0.0086
O, 11.1181, 2.5968, 21.294, -0.0066, 0.0123, -0.0007
O, 0.0478, 13.6335, 13.8953, 0.0007, -0.0018, 0.0003
O, 1.8967, 4.0281, 11.8307, 0.0014, -0.0036, 0.0039
O, 9.8816, 6.5948, 8.6668, 0.0164, -0.0075, 0.044
O, 6.0585, 9.1151, 21.2588, 0.012, 0.0276, -0.0094
O, 9.2916, 7.3235, 13.5444, 0.0004, 0.0007, 0.0015
O, 9.8025, -1.3529, 9.861, -0.0027, 0.0027, 0.0028
O, 0.892, 10.6884, 11.1663, 0.008, 0.0016, 0.0039
O, 8.1796, 9.3061, 11.9327, -0.0011, -0.0047, 0.009
O, 4.555, 0.3508, 20.494, 0.0026, -0.019, -0.0045
O, 2.423, -4.5547, 14.9433, 0, -0.0018, 0.0046
O, -4.6391, 2.0081, 18.1668, -0.0026, 0.0037, -0.0064
O, 6.4875, 6.5033, 20.6377, -0.0072, 0.0061, 0.0015
O, -1.2891, 4.7863, 20.5948, 0.0076, -0.0056, -0.0274
O, 7.2139, 13.878, 11.3828, 0.0021, -0.006, 0.0027
O, 5.0884, 6.15, 15.4797, 0.0001, 0.001, 0.0039
O, 1.6587, 13.6969, 15.9889, -0.0003, 0.0003, -0.0004
O, 3.0632, 5.5916, 18.129, -0.0015, 0, 0.0015
O, -0.2778, 6.2647, 15.4733, 0.0005, -0.001, 0.0037
O, 2.4002, 9.6886, 13.1729, -0.0001, -0.0009, 0.0036
O, 2.5544, 2.0752, 13.5457, -0.0029, -0.0017, 0.0015
O, -3.2519, 10.7532, 15.1676, -0.0019, 0.0007, 0.0027
O, -2.159, 12.1424, 18.1965, 0.0035, 0.0104, -0.0004
O, 11.9319, 11.2984, 14.7798, 0.0007, 0, 0.0017
O, 3.7684, 15.266, 13.8357, -0.0001, -0.0008, 0.0027
O, 3.4827, 10.0607, 18.4773, -0.0001, 0.0041, -0.0056
O, 3.0263, 9.2121, 20.87, 0.011, -0.0105, -0.0166
O, 6.2759, 2.1035, 15.4247, 0.0001, -0.0011, 0.0043
O, 11.0185, -5.4, 10.7747, -0.0011, -0.0013, 0.0029
O, -1.4352, 2.7135, 16.0798, -0.0004, -0.0025, 0.0119
O, 7.1492, 11.3297, 20.1537, 0.0023, 0.0013, -0.0076
O, 6.6776, 6.923, 17.6456, -0.0024, -0.0022, 0.0007
O, -2.4963, 12.9916, 13.8592, 0.0022, 0.0028, 0.0032
O, -1.7021, 17.4608, 18.4751, 0.0016, -0.0142, 0.0069
O, 7.9287, 8.4081, 19.5997, -0.004, 0.0018, -0.0034
O, -6.8012, 13.6911, 11.5578, -0.0002, -0.0003, 0.0017
O, 2.6147, 8.6713, 10.7439, 0.002, 0.0077, 0.0042
O, 6.1576, 5.2593, 11.4282, 0.0001, 0.0011, 0.002
O, 4.7649, 3.7161, 17.0957, 0.0007, -0.0016, 0
O, 9.1958, 4.6031, 14.0867, 0.0007, -0.0057, 0.0029
O, 15.9395, 7.5046, 10.7012, 0.003, -0.0017, 0.0059
O, 6.7358, -0.4907, 17.623, 0.0026, -0.0017, -0.0003
O, 1.9373, 11.6026, 20.3275, 0.0054, -0.0085, -0.0074

Results
free energy: -131182.626 eV
free energy less fixed offsets of O -568.88, Si -635.61 eV per atom: 1.664 eV

The program warned: the cutoff lies below the one the program advises for these potential files; the forces do not sum to zero within the program's tolerance; the exchange-correlation potential is rough where the density is thin.
